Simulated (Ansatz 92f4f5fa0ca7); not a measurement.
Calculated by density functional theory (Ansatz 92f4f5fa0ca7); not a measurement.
Periodic cell of 221 atoms, Si132O87H1N1, from a study of silicon, its oxide and their interface. The atomic structure is a simulated model.
Doubt: the cutoff is far below the 930 eV that the study's wrapper takes by default for these files, so forces and energies are approximate.
This geometry differs little from another in the collection (a relaxation step or a small displacement).

Settings: functional PBE; potential files Ansatz PAW; basis plane waves; wave-function cutoff 580 eV; density cutoff ratio 5; exchange-correlation grid ratio 1; k mesh 1 x 1 x 1, Gamma-centred; self-consistency stop 5e-08 eV per atom in the density residual; occupations fixed; spin none; net charge 0.

Cell vectors (angstrom)
a	10.938	0	0
b	0	10.938	0
c	0	0	32.8229

Atoms: element, x, y, z (angstrom)
Si	-0.2267	0.3539	25.3026
Si	5.7766	-0.1399	25.35
Si	2.5417	3.0936	25.3616
Si	8.4827	2.6125	25.2526
Si	0.3043	5.3205	25.3465
Si	5.2156	5.8068	25.4342
Si	3.0075	8.048	25.3763
Si	7.9961	8.5587	25.38
Si	1.3759	1.4617	26.6336
Si	6.9098	1.4538	26.6445
Si	4.0929	4.1986	26.7346
Si	9.6212	4.1579	26.6294
Si	1.413	6.8971	26.6931
Si	6.8537	6.9359	26.6792
Si	4.1591	9.6448	26.6586
Si	9.5888	9.694	26.6722
Si	2.7175	0.0319	27.9987
Si	8.1929	0.0459	28.0635
Si	-0.0122	2.7606	28.0462
Si	5.4668	2.7548	28.0172
Si	2.7084	5.506	28.0957
Si	8.1997	5.4883	28.0017
Si	-0.0189	8.241	28.0148
Si	5.457	8.2384	28.066
Si	4.1018	1.3673	29.4047
Si	9.5708	1.3673	29.4047
Si	1.3673	4.1018	29.4047
Si	6.8362	4.1018	29.4047
Si	4.1018	6.8362	29.4047
Si	9.5708	6.8362	29.4047
Si	1.3673	9.5708	29.4047
Si	6.8362	9.5708	29.4047
Si	0	0	30.7719
Si	5.469	0	30.7719
Si	2.7345	2.7345	30.7719
Si	8.2035	2.7345	30.7719
Si	0	5.469	30.7719
Si	5.469	5.469	30.7719
Si	2.7345	8.2035	30.7719
Si	8.2035	8.2035	30.7719
Si	1.3673	1.3673	32.1392
Si	6.8362	1.3673	32.1392
Si	4.1018	4.1018	32.1392
Si	9.5708	4.1018	32.1392
Si	1.3673	6.8362	32.1392
Si	6.8362	6.8362	32.1392
Si	4.1018	9.5708	32.1392
Si	9.5708	9.5708	32.1392
Si	2.7345	0	0.6835
Si	8.2035	0	0.6835
Si	0	2.7345	0.6835
Si	5.469	2.7345	0.6835
Si	2.7345	5.469	0.6835
Si	8.2035	5.469	0.6835
Si	0	8.2035	0.6835
Si	5.469	8.2035	0.6835
Si	4.1018	1.3673	2.0507
Si	9.5708	1.3673	2.0507
Si	1.3673	4.1018	2.0507
Si	6.8362	4.1018	2.0507
Si	4.1018	6.8362	2.0507
Si	9.5708	6.8362	2.0507
Si	1.3673	9.5708	2.0507
Si	6.8362	9.5708	2.0507
Si	0	0	3.418
Si	5.469	0	3.418
Si	2.7345	2.7345	3.418
Si	8.2035	2.7345	3.418
Si	0	5.469	3.418
Si	5.469	5.469	3.418
Si	2.7345	8.2035	3.418
Si	8.2035	8.2035	3.418
Si	1.2974	1.467	4.7327
Si	6.8213	1.3429	4.839
Si	4.1511	3.9869	4.8567
Si	9.5657	4.0742	4.8444
Si	1.4147	6.7475	4.7943
Si	6.8249	6.822	4.7795
Si	4.1081	9.5798	4.782
Si	9.6293	9.4802	4.6523
Si	2.655	0.0657	5.9753
Si	8.2688	-0.1439	5.9608
Si	-0.0663	2.664	6.2851
Si	5.3695	2.4849	6.41
Si	2.7379	5.3341	6.214
Si	8.0578	5.321	6.1732
Si	-0.1203	8.0184	6.0335
Si	5.4642	8.1969	6.1658
Si	3.6272	1.2655	7.8004
Si	9.7726	0.8578	7.4386
Si	1.5938	3.7314	7.5955
Si	6.4994	4.1702	7.626
Si	4.3792	6.541	7.4275
Si	9.2285	6.915	7.4026
Si	1.069	9.7228	7.0187
Si	7.1776	9.2947	7.3779
O	1.4097	4.1899	24.8333
O	6.8588	9.6439	24.8409
O	2.6464	2.5659	8.1516
O	8.2079	8.1099	7.933
O	5.4591	5.4115	7.9055
O	0.0483	-0.2086	7.8765
O	4.0995	6.9025	24.8797
O	9.5758	1.4517	24.7686
O	2.2867	9.0058	7.8611
O	0.9559	4.4267	8.955
O	8.8697	1.1367	8.8018
O	6.8105	10.2421	8.6897
O	3.848	0.3911	9.2467
O	3.9368	7.2193	8.8803
O	6.9231	3.6968	9.1493
O	9.8781	6.1358	8.6954
O	3.2922	2.4865	24.0309
O	5.1778	0.5935	24.0051
O	7.8653	3.3456	23.8944
O	10.6075	6.0297	24.0036
O	8.7203	7.9222	24.0514
O	2.3567	8.7199	24.0254
O	5.8563	5.0929	24.1141
O	0.4828	10.6355	23.9673
Si	3.5853	10.4526	10.6321
Si	0.9592	3.2027	12.6249
Si	-2.406	-1.892	11.7431
Si	4.4721	1.7881	23.1471
Si	-6.1499	-7.5885	17.2546
Si	3.3549	-11.0471	15.8909
Si	1.2093	9.4407	23.1198
Si	15.7637	8.4466	17.4205
Si	-1.9077	3.1639	12.6074
Si	-1.2493	4.2861	19.1569
Si	2.4496	0.5334	21.1345
Si	4.989	12.9163	14.6295
Si	10.7707	18.0772	12.032
Si	2.589	0.9172	13.2122
Si	7.736	11.2178	9.6398
Si	0.281	5.9787	17.1111
Si	5.4826	-2.2687	12.3742
Si	2.5705	-2.888	9.1202
Si	3.8926	3.4121	12.2352
Si	7.965	6.0724	20.9776
Si	7.2874	-2.4075	19.216
Si	10.37	5.2019	14.2385
Si	2.4339	1.3867	18.2848
Si	9.7849	-2.2222	17.4028
Si	6.597	2.9455	10.5693
Si	-3.0749	1.397	14.6266
Si	0.1439	1.9797	20.1227
Si	8.9642	-0.035	19.1717
Si	6.6125	4.0716	23.1107
Si	9.9074	7.2427	23.1671
Si	7.7512	2.3547	17.5719
Si	11.2489	5.8113	9.5084
Si	6.4187	7.8291	14.8592
Si	4.5629	-4.7321	13.6889
Si	3.422	6.0553	16.694
Si	8.817	-1.4934	14.7098
O	5.9046	7.8536	16.3729
O	5.7564	-2.0537	18.6956
O	8.0082	2.2873	15.9707
O	-1.7253	-1.3571	13.1416
O	7.0186	-2.5387	11.8342
O	14.6707	7.2891	17.723
O	1.2236	1.6216	21.2934
N	3.8686	13.0184	13.3515
O	-2.0019	1.7662	13.4623
O	0.0799	5.7798	11.1141
O	6.2507	2.9499	17.8921
O	8.5616	5.2901	19.7047
O	-2.9981	-0.164	15.0619
O	-0.6072	5.4603	15.8392
O	-0.0431	7.5323	17.5097
O	-0.4666	3.1005	11.8024
O	7.1306	-3.6093	20.3286
O	10.872	5.0804	18.4072
O	3.7915	1.0975	21.8502
O	-8.6188	3.5149	11.7162
O	7.9688	0.8781	18.2412
O	10.3948	14.374	20.3666
O	3.6807	6.3708	15.0785
O	0.977	2.0295	18.6918
O	1.8412	-5.2077	16.7789
O	6.7191	12.2703	10.3441
O	7.7592	14.3521	11.619
O	9.5582	-3.0394	11.2214
O	12.076	18.9795	12.3245
O	0.7764	4.3482	13.7924
O	-0.6038	-4.2815	13.5176
O	2.7082	9.0826	10.3638
O	1.3223	7.0617	9.2736
O	5.0495	14.1737	11.0688
O	4.7188	0.7428	15.6521
O	2.8092	0.3755	19.5368
O	4.2673	4.7822	13.0126
O	9.2191	6.6314	21.8434
O	5.6804	9.0324	13.9751
O	-1.0763	0.8837	20.1674
O	7.0871	4.9965	21.8509
O	-2.9343	-2.8922	14.8529
O	1.9442	-0.8762	21.7989
O	-0.8595	-0.9086	18.3336
O	2.2526	0.6048	16.863
O	2.6886	-0.2376	14.3846
O	5.5687	2.8969	22.6485
O	8.9282	-7.6326	18.1254
O	3.6364	2.4717	18.0291
O	-0.9928	-1.6614	15.8609
O	2.6603	0.3244	11.689
O	1.182	1.7322	13.3298
O	-7.0492	-1.3826	16.7057
O	6.4356	12.7108	13.9373
O	4.9008	-7.6767	15.619
O	0.0854	8.3369	22.7006
O	7.9588	-1.087	19.9429
O	4.4573	-3.5775	12.4713
O	-2.6297	-2.7736	17.9485
O	4.9093	9.8843	11.4315
O	9.0606	4.3736	13.7123
O	8.5176	-0.6193	10.736
O	4.3469	-6.0344	17.3946
O	6.1207	-4.5725	14.1879
H	12.5733	19.4483	11.627

Results
free energy: -133795.321 eV
free energy less fixed offsets of H -15.97, N -385.13, O -568.88, Si -635.61 eV per atom: -1.141 eV

Forces (eV/angstrom), in the order of the atoms: element, x, y, z
Si	0.0012	-0.005	-0.0077
Si	0.0027	0.0025	-0.0007
Si	0.0029	0.0008	-0.0025
Si	-0.0106	0.006	0.0017
Si	0.0046	-0.0029	-0.0082
Si	-0.0016	-0.0145	-0.0225
Si	-0.004	-0.0086	-0.0025
Si	-0.0015	0.0024	0.0008
Si	-0.0137	0.0152	-0.0018
Si	0.0119	-0.0055	0.0002
Si	-0.0044	0.0039	-0.0043
Si	0.0096	-0.016	0.0033
Si	0.0078	-0.0043	0.0022
Si	-0.011	0.0108	0
Si	0.0079	-0.0125	0.0031
Si	-0.0127	0.009	-0.003
Si	0.003	-0.0021	0.006
Si	-0.0052	0.0008	-0.0083
Si	0.0007	0.0058	-0.0106
Si	0.0009	-0.0008	0.0073
Si	-0.0056	0.004	0.0011
Si	0.0032	0.0001	0.0062
Si	0.0051	-0.0047	0.0071
Si	-0.0033	0.0022	-0.0091
Si	-0.0258	0.027	-0.2256
Si	0.0584	0.1634	0.2306
Si	-0.1549	0.0262	0.2818
Si	0.0548	0.0918	-0.1938
Si	0.0358	0.1894	0.3258
Si	-0.0319	0.0603	-0.2239
Si	0.0263	0.1253	-0.2153
Si	0.0212	0.1904	0.1992
Si	0.0355	0.0368	-0.0237
Si	0.0658	-0.0424	-0.0019
Si	0.0144	0.0412	-0.0125
Si	0.0943	0.0048	-0.0036
Si	0.0633	-0.0339	0.0077
Si	0.0262	0.0477	-0.0212
Si	0.0702	0.0044	-0.0098
Si	0.0159	0.0319	-0.0209
Si	-0.0252	-0.046	-0.0087
Si	-0.0423	0.0137	-0.0214
Si	-0.0012	0.0074	-0.0063
Si	-0.0803	0.0355	-0.0156
Si	0.0036	0.0427	-0.032
Si	-0.0027	-0.0033	-0.0065
Si	-0.0673	0.0254	-0.0248
Si	0.0081	-0.0019	-0.0136
Si	0.0769	-0.0619	0.0057
Si	-0.0029	-0.0068	0.0002
Si	0.0535	0.0166	0.0264
Si	0.0058	-0.0021	0.0475
Si	-0.0807	0.0454	-0.0142
Si	0.0828	-0.0421	0.004
Si	0.0209	-0.0344	0.0368
Si	0.0342	0.0139	0.021
Si	-0.0998	-0.0597	0.0353
Si	-0.0956	-0.135	0.0009
Si	0.0701	0.0321	-0.0312
Si	-0.0099	0.0731	0.0325
Si	-0.1116	-0.0944	0.0224
Si	-0.1607	-0.0176	-0.0005
Si	-0.0012	0.1157	-0.005
Si	-0.0304	-0.0429	0.0032
Si	0.305	0.1173	-0.4926
Si	0.1196	0.0316	0.0301
Si	0.0639	0.3839	-0.2257
Si	-0.1226	-0.0423	0.4046
Si	-0.0058	-0.3395	0.1741
Si	-0.1167	-0.3649	0.225
Si	0.0494	-0.1418	0.2002
Si	-0.281	-0.4699	-0.6586
Si	-0.0097	-0.0082	0.001
Si	0.0047	0.0097	-0.0035
Si	0.0103	-0.0027	0.0125
Si	0.0055	0.003	-0.0085
Si	0.0007	-0.0045	0.0049
Si	0.018	-0.0086	0.0013
Si	0.0062	-0.0029	-0.0028
Si	-0.0079	0.0014	-0.0182
Si	0.0023	0.0126	-0.0004
Si	-0.0011	0.0073	0.0117
Si	0.0075	-0.0131	0.0073
Si	-0.0256	-0.0025	-0.0001
Si	0.0231	0.0176	-0.0116
Si	-0.0186	0.0157	0.014
Si	-0.0076	-0.0069	-0.0287
Si	0.0025	-0.0013	-0.0027
Si	0.0228	0.0142	0.0325
Si	-0.0068	0.0013	-0.0043
Si	-0.0095	0.0102	0.042
Si	0.0036	0.0052	-0.0005
Si	0.0052	-0.0108	0.0079
Si	0.0007	-0.001	0.0117
Si	-0.0562	0.0623	-0.0442
Si	0.0215	-0.0005	0.0124
O	-0.0018	0.0017	-0.0048
O	0.0036	-0.004	-0.0009
O	-0.0029	-0.0195	0.0013
O	-0.0114	0.0029	-0.0062
O	-0.0038	0.0061	0.0183
O	0.0185	-0.0096	0.004
O	0.005	0.0012	-0.0047
O	0.0079	-0.0095	-0.0039
O	0.0684	-0.0162	0.0344
O	0.0366	-0.018	-0.0234
O	0.0174	0.0115	-0.0039
O	-0.0151	-0.0159	-0.0084
O	-0.0102	0.0315	-0.0375
O	0.0032	-0.0415	-0.0149
O	-0.001	0.0106	-0.0099
O	-0.0217	-0.0053	0.0146
O	-0.0095	0.0141	0.0126
O	0.012	-0.0105	0.0048
O	0.0115	-0.0157	0.0059
O	0.0126	-0.012	0.0094
O	-0.013	0.0135	0.0081
O	0.012	-0.013	0.0113
O	-0.019	0.0158	0.0343
O	-0.0146	0.0139	0.0104
Si	-0.0021	-0.0033	0.0071
Si	-0.0015	-0.0055	-0.0126
Si	-0.0051	-0.001	-0.011
Si	-0.0119	-0.0073	0.0139
Si	-0.0012	0.009	0.0048
Si	0.0054	-0.0017	0.0052
Si	0.0089	0.0069	0.0119
Si	-0.003	-0.0058	0.0027
Si	0.0091	-0.0046	-0.0087
Si	0.0086	-0.0034	-0.0074
Si	-0.0047	0.0054	0.0091
Si	0.0023	-0.0031	0.0081
Si	-0.0069	-0.0104	-0.023
Si	-0.0048	0.0033	0.0062
Si	0.0109	-0.0152	-0.0128
Si	0.0035	0.0087	-0.0011
Si	0.0036	-0.011	-0.0016
Si	-0.012	-0.036	0.0317
Si	-0.0083	-0.004	-0.0053
Si	-0.0052	0.0116	0.0004
Si	-0.0015	0.0082	-0.0058
Si	0.0002	0.0006	-0.0013
Si	0.0076	0.0087	-0.0116
Si	0.0026	-0.0033	-0.0004
Si	-0.0048	0.0139	-0.0012
Si	-0.0009	-0.0068	0.0041
Si	-0.0091	0.0003	0.0009
Si	-0.006	-0.004	-0.0035
Si	0.0072	0.0115	0.019
Si	-0.0054	-0.0115	0.0155
Si	-0.0026	-0.0003	0.0016
Si	0.0448	0.0339	0.008
Si	-0.0002	0.0002	-0.0001
Si	-0.0004	0.0043	0.0022
Si	0.0014	0.0003	0.0109
Si	0.0019	-0.0021	0.0061
O	-0.0011	-0.0003	-0.003
O	0.0071	-0.0008	0.004
O	0.0014	0.0007	0.003
O	-0.0018	-0.0035	-0.0022
O	-0.0001	0.0046	0.007
O	0.0013	-0.0003	-0.0009
O	0.0058	-0.0032	-0.0021
N	-0.0001	0.0031	-0.0134
O	0.0014	0.0032	0.0038
O	0.0139	0.0048	-0.0199
O	0.0055	-0.0022	-0.0011
O	-0.0046	0.0019	0.0028
O	-0.0015	0.0014	0.0004
O	-0.0024	-0.0031	-0.0026
O	-0.0006	0.0008	-0.0006
O	-0.0013	-0.0015	0.0129
O	0.0035	-0.0127	0.0092
O	-0.0059	-0.0068	0.0119
O	0.0073	0.0031	-0.0033
O	0.0031	0.0021	0.0074
O	0.003	0.0005	0.0033
O	0.0031	-0.0029	-0.0017
O	0.0003	-0.0011	0.0008
O	-0.0014	0.0006	0.007
O	0.0047	-0.0028	-0.0001
O	-0.0007	-0.0049	0.0159
O	-0.0141	-0.0027	-0.0021
O	-0.0119	0.0071	0.01
O	0.0275	0.0208	0.0082
O	-0.0011	0.0016	0.0023
O	-0.0002	-0.0009	0.0056
O	-0.0012	-0.0019	0.0405
O	-0.0481	0.0099	0.004
O	0.0169	-0.0015	0.0054
O	0.0001	-0.0006	0.0003
O	0.0019	-0.0075	0.0133
O	0.0021	-0.0028	0.0096
O	0.0061	0.0038	-0.0017
O	-0.0026	0.0026	-0.0006
O	0.0086	0.0033	-0.0012
O	-0.0035	-0.0088	-0.0064
O	-0.0025	-0.0008	0.0017
O	-0.0034	-0.0059	-0.0008
O	0.0018	0.0037	0.0024
O	-0.0006	0.0006	0.0031
O	-0.0009	0.0015	-0.0003
O	-0.0024	-0.0043	-0.0162
O	0.0011	0.0005	0.0022
O	-0.0046	-0.0073	0.0045
O	-0.001	-0.0008	0
O	0.0084	-0.0129	-0.0074
O	0.002	-0.0013	0.0087
O	0.0004	0.0006	-0.0011
O	0.0012	0.0017	0.0025
O	0.0003	-0.0031	-0.0041
O	-0.0002	0.0031	-0.0089
O	0.0036	-0.0006	-0.0009
O	-0.003	0.0041	0.0012
O	-0.0021	-0.0016	0.0021
O	-0.0089	0.0094	0.0021
O	-0.0018	-0.0022	0.0051
O	-0.0061	0.0089	0.0039
O	0.0017	-0.0023	-0.0001
O	0.0006	-0.0027	0.0017
H	-0.0046	-0.0095	-0.0157

The program warned: the cutoff lies below the one the program advises for these potential files; the forces do not sum to zero within the program's tolerance; the exchange-correlation potential is rough where the density is thin.
